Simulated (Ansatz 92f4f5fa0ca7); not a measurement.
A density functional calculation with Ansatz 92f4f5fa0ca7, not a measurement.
Periodic cell of 422 atoms, Si266O156, from a study of silicon, its oxide and their interface. The atomic structure is a simulated model.
Doubt: the cutoff is far below the 930 eV that the study's wrapper takes by default for these files, so forces and energies are approximate.
This geometry differs little from another in the collection (a relaxation step or a small displacement).

Settings
functional: PBE
potential files: Ansatz PAW
basis: plane waves
wave-function cutoff: 580 eV
density cutoff ratio: 5
exchange-correlation grid ratio: 1
k mesh: 1 x 1 x 1, Gamma-centred
self-consistency stop: 5e-08 eV per atom in the density residual
occupations: fixed
spin: none
net charge: 0

Cell vectors (angstrom)
a 15.4687 0 0
b 0 12.8259 0
c 0 0 36.498

Atoms and the computed forces on them: element, x, y, z (angstrom), force x, y, z (eV/angstrom)
Si -0.019 1.171 33.808 -0.007 -0.003 -0.031
Si 3.855 1.167 33.818 0.007 0.002 -0.039
Si 7.702 1.171 33.834 -0.005 -0.006 -0.034
Si 11.605 1.171 33.832 -0.016 0.003 -0.016
Si 1.93 7.583 33.852 0 0.004 -0.01
Si 5.794 7.579 33.832 -0.01 0.017 -0.015
Si 9.665 7.582 33.848 0.011 0.017 -0.012
Si 13.525 7.583 33.832 -0.011 0.018 -0.014
Si 1.934 5.247 34.231 0.11 -0.025 -0.02
Si 5.801 5.247 34.231 -0.051 -0.052 -0.206
Si 9.668 5.247 34.231 -0.082 0.063 0.081
Si 13.535 5.247 34.231 0.037 0.015 0.071
Si 0 11.66 34.231 0.013 0.101 -0.115
Si 3.867 11.66 34.231 0.052 -0.038 -0.205
Si 7.734 11.66 34.231 0.026 0.081 -0.054
Si 11.602 11.66 34.231 -0.049 0.135 -0.071
Si 0 4.664 35.468 0 -0.011 -0.009
Si 3.867 4.664 35.468 -0.016 0.016 0.008
Si 7.734 4.664 35.468 0.013 -0.006 -0.015
Si 11.602 4.664 35.468 0.002 -0.029 -0.018
Si 1.934 11.077 35.468 0.019 -0.011 -0.043
Si 5.801 11.077 35.468 -0.027 -0.033 -0.041
Si 9.668 11.077 35.468 -0.002 0.002 -0.012
Si 13.535 11.077 35.468 0.024 -0.04 -0.054
Si 0 2.332 35.88 -0.055 0.004 -0.055
Si 3.867 2.332 35.88 -0.015 -0.013 -0.006
Si 7.734 2.332 35.88 -0.098 0.048 0.135
Si 11.602 2.332 35.88 0.076 0.045 0.114
Si 1.934 8.745 35.88 0.02 0.061 0.254
Si 5.801 8.745 35.88 -0.038 0.014 0.101
Si 9.668 8.745 35.88 -0.013 0.05 0.215
Si 13.535 8.745 35.88 -0.026 0.011 0.128
Si 1.934 1.749 0.619 0.027 -0.007 -0.033
Si 5.801 1.749 0.619 -0.028 0.018 0.01
Si 9.668 1.749 0.619 0.005 -0.027 -0.03
Si 13.535 1.749 0.619 0.004 0.023 0.005
Si 0 8.162 0.619 0.018 0.01 0.017
Si 3.867 8.162 0.619 0.013 0.031 0.024
Si 7.734 8.162 0.619 0.001 0.017 0.007
Si 11.602 8.162 0.619 -0.007 0.032 0.022
Si 0 5.83 1.031 0.004 -0.015 -0.008
Si 3.867 5.83 1.031 0.018 0.009 0.024
Si 7.734 5.83 1.031 -0.019 -0.002 0.015
Si 11.602 5.83 1.031 -0.008 0.027 0.034
Si 1.934 12.243 1.031 -0.008 0 -0.002
Si 5.801 12.243 1.031 0.01 -0.005 -0.011
Si 9.668 12.243 1.031 0.008 0.006 0.021
Si 13.535 12.243 1.031 -0.02 0.027 0.03
Si 1.934 5.247 2.268 0.014 0.022 0.085
Si 5.801 5.247 2.268 -0.025 0.005 0.081
Si 9.668 5.247 2.268 -0.063 -0.025 0.007
Si 13.535 5.247 2.268 0.096 -0.036 -0.074
Si 0 11.66 2.268 0.141 -0.026 -0.077
Si 3.867 11.66 2.268 0.021 0 0.074
Si 7.734 11.66 2.268 -0.085 -0.014 -0.123
Si 11.602 11.66 2.268 0.031 0.017 -0.025
Si 1.934 2.915 2.68 -0.033 -0.036 0.001
Si 5.801 2.915 2.68 0.031 -0.032 -0.009
Si 9.668 2.915 2.68 -0.003 -0.013 0.016
Si 13.535 2.915 2.68 -0.003 -0.053 0.006
Si 0 9.328 2.68 -0.01 0.048 0.058
Si 3.867 9.328 2.68 -0.014 0.029 0.024
Si 7.734 9.328 2.68 0.006 0.006 0.048
Si 11.602 9.328 2.68 0 0.016 0.046
Si 0.19 0.051 27.177 0.036 -0.164 -0.087
Si 3.41 -0.048 27.188 -0.065 -0.098 -0.115
Si 8.012 -0.307 26.534 -0.001 -0.15 0.02
Si 11.058 0.067 26.394 -0.008 -0.055 0.037
Si 1.798 6.804 27.163 0.053 -0.082 -0.186
Si 6.284 6.469 26.632 0.005 -0.041 0.003
Si 9.405 6.339 27.327 0.023 -0.078 -0.115
Si 14.206 6.403 26.663 0.081 -0.044 0.099
Si 1.929 3.744 27.487 0.064 -0.001 0.106
Si 5.845 3.668 27.423 0.014 -0.015 0.09
Si 9.691 4.062 27.62 -0.025 0.03 0.051
Si 13.612 3.755 27.706 -0.098 -0.021 0.085
Si 0.008 10.546 27.56 -0.088 0.098 0.072
Si 3.919 10.505 27.553 -0.018 -0.028 0.03
Si 7.818 10.31 27.304 0.004 0.126 0.088
Si 11.654 10.095 27.513 0.042 -0.01 0.064
Si 0.079 3.479 28.96 0.06 -0.055 -0.052
Si 3.89 3.364 28.759 -0.022 0.013 -0.103
Si 7.737 3.51 28.855 0.048 0.031 -0.135
Si 11.605 3.698 28.956 0.001 -0.043 -0.079
Si 1.944 9.929 28.824 0.073 0.019 -0.197
Si 5.883 9.999 28.773 0.042 -0.013 -0.051
Si 9.66 9.914 28.786 -0.051 -0.017 -0.103
Si 13.581 9.924 28.863 0.036 -0.043 -0.081
Si -0.013 1.151 29.277 -0.092 0.147 0.001
Si 3.846 1.073 29.256 0.016 0.102 0.03
Si 7.734 1.244 29.404 0.019 -0.094 -0.036
Si 11.49 1.364 29.347 0.002 0.062 -0.022
Si 1.894 7.637 29.337 -0.001 0.05 0.067
Si 5.782 7.72 29.44 -0.091 -0.021 0.024
Si 9.626 7.613 29.314 0.039 0.078 0.033
Si 13.563 7.656 29.487 -0.056 -0.04 -0.055
Si 1.909 0.57 30.515 0.079 -0.016 0.054
Si 5.775 0.558 30.521 0.039 -0.016 -0.012
Si 9.653 0.639 30.633 -0.018 -0.025 -0.041
Si 13.482 0.611 30.45 -0.052 -0.075 -0.02
Si 0.029 7.019 30.639 -0.044 -0.019 -0.073
Si 3.824 7.03 30.561 0.098 -0.027 -0.033
Si 7.731 7.057 30.599 -0.024 0.018 -0.074
Si 11.559 7.089 30.591 0.039 -0.07 -0.01
Si 0.032 4.681 30.982 0.011 0.004 0.012
Si 3.864 4.647 30.818 0.01 0.02 0.025
Si 7.723 4.71 30.901 -0.024 -0.021 0.093
Si 11.589 4.77 31.018 0.009 0.041 -0.012
Si 1.954 11.079 30.894 -0.039 0.009 0.079
Si 5.848 11.068 30.911 -0.033 -0.016 -0.046
Si 9.677 11.097 30.87 -0.001 0.046 0.033
Si 13.533 11.112 30.914 0.004 0.019 -0.033
Si 1.974 4.08 32.163 -0.003 -0.034 -0.031
Si 5.784 4.093 32.127 -0.009 0.047 -0.011
Si 9.641 4.106 32.169 -0.006 -0.007 0.008
Si 13.539 4.09 32.174 -0.016 0.033 -0.005
Si 0.012 10.519 32.145 -0.02 0.015 0.037
Si 3.88 10.488 32.139 0.072 0.027 0.035
Si 7.767 10.508 32.157 0.025 0.019 0.012
Si 11.597 10.526 32.148 0.004 0.027 -0.008
Si 1.923 1.743 32.574 -0.006 0.023 0.024
Si 5.778 1.761 32.566 -0.014 -0.028 0.016
Si 9.649 1.787 32.665 0.005 -0.007 -0.003
Si 13.509 1.753 32.545 0.03 -0.035 0.024
Si 0.001 8.207 32.652 0.038 -0.019 -0.015
Si 3.849 8.17 32.619 -0.034 -0.035 0.001
Si 7.737 8.197 32.641 0.022 -0.032 0.015
Si 11.586 8.223 32.635 -0.033 -0.036 0.007
Si 0 2.332 3.917 0.123 -0.067 -0.008
Si 3.867 2.332 3.917 -0.055 -0.006 0.42
Si 7.734 2.332 3.917 -0.166 -0.034 -0.124
Si 11.602 2.332 3.917 0.054 -0.007 0.092
Si 1.934 8.745 3.917 0.136 0.012 0.018
Si 5.801 8.745 3.917 -0.061 0.002 0.187
Si 9.668 8.745 3.917 -0.012 -0.136 -0.018
Si 13.535 8.745 3.917 -0.015 -0.002 0.137
Si 1.942 6.417 4.341 -0.004 0.006 0.006
Si 5.785 6.42 4.337 -0.005 -0.002 0.01
Si 9.66 6.414 4.329 -0.002 -0.008 0.012
Si 13.562 6.414 4.317 0.012 0.004 0.015
Si 0.047 12.818 4.325 0.04 -0.003 -0.02
Si 3.887 12.808 4.356 -0.004 -0.006 -0.016
Si 7.718 12.817 4.317 -0.019 -0.004 -0.002
Si 11.614 12.814 4.336 0.008 -0.02 -0.022
Si 0.018 5.835 5.586 -0.007 -0.006 -0.045
Si 3.86 5.84 5.604 0.019 -0.015 0.016
Si 7.711 5.857 5.585 0.023 0.007 -0.005
Si 11.625 5.838 5.52 -0.014 -0.031 0.031
Si 1.964 12.218 5.613 -0.009 0.024 0.014
Si 5.822 12.19 5.6 0.009 0.004 -0.03
Si 9.643 12.179 5.501 0.003 -0.017 -0.005
Si 13.59 12.199 5.514 -0.054 0.024 -0.009
Si 0.029 3.521 5.959 0.006 0.024 0.007
Si 3.841 3.493 6.044 -0.066 0.027 -0.06
Si 7.678 3.533 5.94 -0.06 0.037 -0.044
Si 11.611 3.487 5.997 0.037 0.037 -0.064
Si 1.956 9.863 6.008 -0.002 -0.016 -0.058
Si 5.815 9.852 6.039 0.023 -0.022 -0.031
Si 9.641 9.868 5.991 -0.001 -0.019 -0.012
Si 13.545 9.892 6.013 -0.074 -0.055 -0.044
Si 1.879 2.948 7.315 -0.03 0.005 0.038
Si 5.803 2.884 7.228 0.047 -0.038 -0.049
Si 9.591 2.877 7.084 0.029 -0.007 0.032
Si 13.611 2.897 7.186 0.013 -0.028 -0.006
Si 0.018 9.216 7.206 0.017 -0.026 0.019
Si 3.871 9.338 7.315 0.02 -0.03 0.022
Si 7.755 9.238 7.303 -0.01 0.004 0.033
Si 11.566 9.44 7.284 0.035 -0.033 0.041
Si -0.034 6.899 7.708 0.011 0.022 -0.054
Si 3.856 6.951 7.713 -0.002 0.032 -0.032
Si 7.743 6.871 7.744 0.025 0.027 -0.029
Si 11.625 7.023 7.556 -0.005 0.076 -0.093
Si 1.976 13.441 7.672 0.038 -0.009 0.026
Si 5.873 13.399 7.634 -0.13 0.037 0.016
Si 9.626 13.408 7.477 0.018 0.01 0.052
Si 13.692 13.379 7.53 0.077 0.053 0.075
Si 1.911 6.375 8.969 0.007 -0.045 0.069
Si 5.769 6.219 8.943 -0.009 -0.084 -0.133
Si 9.803 6.157 8.731 -0.005 -0.105 -0.117
Si 13.43 6.299 8.868 -0.011 -0.04 0.039
Si 0.106 12.633 8.867 -0.037 0.025 0.013
Si 3.944 13.063 8.949 -0.016 -0.121 -0.075
Si 7.793 12.86 8.898 0.05 -0.12 -0.052
Si 11.648 13.208 8.623 -0.039 -0.047 0.058
Si -0.327 3.834 10.816 0.053 -0.021 0.018
Si 5.87 3.875 9.369 0.101 0.038 0.064
Si 9.73 3.786 9.23 -0.041 0.054 -0.002
Si 13.357 3.898 9.316 0.005 0.013 -0.035
Si 0.178 10.301 9.273 0.09 0.016 0.057
Si 3.818 10.647 9.345 -0.034 0.112 0.049
Si 7.669 10.567 9.271 -0.013 -0.011 0.105
Si 11.707 10.896 9.244 0.013 0.028 0.081
Si 1.662 4.071 9.46 -0.035 -0.021 -0.013
Si 4.246 2.888 10.791 -0.087 -0.126 0.019
Si 7.833 3.314 10.578 -0.061 -0.043 0.082
Si 11.572 2.438 9.933 0.02 -0.022 -0.038
Si 2.078 9.788 10.704 -0.055 -0.079 -0.044
Si 5.752 10.177 10.535 0.002 -0.069 -0.249
Si 9.186 10.082 10.979 0.012 0.072 -0.151
Si 13.581 10.019 10.292 -0.128 -0.079 -0.027
Si 0.132 1.006 11.92 0.006 0.01 -0.004
Si 4.09 3.268 14 -0.018 0.007 0.041
Si 8.006 1.033 11.069 0.067 0.13 0.124
Si 11.073 1.272 11.896 -0.038 -0.08 0.025
Si 2.338 7.41 11.096 0.028 0.152 -0.074
Si 5.496 7.087 11.081 -0.019 0.08 0.344
Si 10.052 7.092 10.809 -0.098 0.063 0.277
Si 13.121 7.713 10.752 0.017 0.086 0.009
O 11.599 7.346 11.309 0.037 -0.015 -0.042
O 3.89 6.942 11.525 0.045 -0.064 -0.059
O 0.276 6.914 26.55 -0.164 -0.029 0.048
O 7.912 6.643 26.645 -0.079 0.014 0.042
O 9.506 -0.037 25.873 0.036 0.043 -0.005
O 1.81 0.179 26.82 0.049 0.022 0.038
O 9.529 13.521 11.668 0.015 0.021 -0.036
O 1.678 13.936 12.433 0.005 0.009 -0.009
O 4.183 12.998 12.737 0.011 0.004 -0.013
O 1.305 6.992 12.332 -0.091 -0.049 0.057
O 7.753 3.991 12.113 0.024 -0.028 -0.068
O 6.859 13.492 12.221 -0.067 -0.025 -0.006
O 14.647 12.955 12.925 -0.003 -0.013 -0.017
O 9.317 5.999 11.76 0.06 0.055 -0.092
O 2.04 10.618 12.16 0.029 0.044 0.046
O 5.805 11.145 11.84 -0.008 0.059 0.088
O -0.434 2.527 11.813 0.001 0.022 -0.019
O 15.036 5.062 11.908 -0.019 0.037 -0.005
O 8.844 10.596 12.511 0.014 -0.001 0.01
O 3.297 1.881 14.455 0.01 0.013 -0.02
O 11.078 2.425 13.052 0.007 0.015 -0.05
O 13.705 10.809 11.735 0.005 0.006 -0.008
O 12.021 12.829 12.389 0.033 0.005 -0.023
O 6.554 6.346 12.117 -0.007 0.003 -0.119
O 13.292 2.378 26.888 0.031 0.038 0.006
O 9.916 3.429 26.083 0.009 -0.017 -0.042
O 14.026 17.619 26.487 0.03 0.143 0.008
O 7.936 9.28 25.987 0.008 -0.079 -0.084
O 5.509 7.448 25.576 0.01 0.004 0.012
O 6.846 0.141 25.468 -0.036 0.048 -0.018
O 13.311 7.092 25.516 0.01 -0.016 -0.008
O 4.237 9.779 26.073 -0.01 0.014 -0.002
O 14.705 0.536 25.873 -0.062 0.052 -0.001
O 4.204 0.498 25.847 0.033 0.03 0.013
O 2.837 7.624 26.221 -0.079 -0.039 0.098
O 1.586 2.92 26.094 -0.009 -0.016 -0.08
O 10.656 6.581 26.271 0.015 0.053 -0.007
O 12.009 0.815 25.29 -0.001 0.005 0.021
O 5.894 4.913 26.328 0.013 0.056 0.006
O 0.019 9.811 26.063 0.016 -0.017 -0.042
Si 1.078 9.292 18.173 0.022 -0.016 0.001
Si 8.525 1.666 22.507 -0.014 0.01 -0.037
Si 13.504 11.25 22.786 0.004 -0.008 -0.019
Si 5.602 1.203 25.38 0.012 -0.008 -0.018
Si 0.62 0.034 23.312 -0.001 -0.003 -0.014
Si 8.024 7.162 14.883 -0.006 0.011 0.03
Si 11.869 4.659 16.368 -0.006 -0.011 0.007
Si 10.572 10.349 22.831 0 -0.023 -0.033
Si 12.498 0.415 16.326 -0.014 0.007 0.008
Si 7.81 11.483 22.454 0.009 -0.013 -0.029
Si 3.209 8.928 20.329 -0.004 -0.015 0.014
Si 14.916 12.091 17.832 -0.018 -0.004 0.012
Si 0.227 10.115 24.476 0.014 -0.031 -0.041
Si 12.69 11.416 19.94 -0.018 -0.012 0.002
Si -0.239 6.492 12.657 0.045 0.025 0.012
Si 14.783 5.551 15.646 0.021 -0.013 0.018
Si 11.029 2.416 14.661 0.004 -0.01 0.014
Si 2.809 0.631 13.506 -0.02 -0.003 0.031
Si 11.077 9.643 17.819 -0.011 0.006 0.004
Si 8.608 6.268 23.111 0.024 0.003 -0.047
Si 5.163 10.88 15.132 -0.026 -0.015 0.027
Si 6.125 3.455 16.495 0.005 -0.005 0.008
Si 1.664 2.928 24.451 -0.013 -0.002 0.002
Si 8.808 1.713 16.53 -0.003 -0.003 0.006
Si 2.286 8.192 15.406 0.015 0.017 0.009
Si 2.957 0.53 21.308 -0.008 0.004 0.006
Si 3.42 3.429 17.745 0.004 0.01 -0.009
Si 1.649 4.23 19.815 0 0.01 0.018
Si 11.26 1.267 20.989 -0.011 0.004 0.005
Si 5.154 11.325 20.75 0.019 -0.004 -0.012
Si 13.351 11.946 12.819 -0.017 0.02 0
Si 0.971 5.303 22.703 -0.001 0.013 -0.017
Si 7.268 5.484 18.66 -0.007 -0.003 0.005
Si 15.214 6.471 18.684 -0.003 -0.019 0.009
Si 11.885 10.65 15.17 -0.022 -0.017 0.013
Si 8.313 9.247 24.396 -0.018 -0.013 -0.003
Si 2.106 5.029 15.419 0.014 -0.019 0.015
Si 1.57 1.494 18.749 0.009 0.007 0.01
Si 2.275 8.028 23.152 0 0.009 -0.016
Si 9.137 9.995 14.01 0.002 -0.012 0.035
Si 5.239 7.982 15.574 0.008 -0.001 0.011
Si 9.808 6.798 17.499 -0.019 0.009 -0.014
Si 4.101 8.28 25.439 -0.012 0 0.008
Si 2.374 10.648 13.759 -0.003 -0.005 0.014
Si 5.696 10.921 17.926 -0.019 -0.003 -0.002
Si 4.384 2.742 22.984 -0.004 -0.005 -0.028
Si 8.618 11.402 16.764 0.012 -0.004 0.009
Si 11.206 7.493 22.385 -0.014 0.001 -0.029
Si 11.748 7.552 25.546 -0.064 -0.006 0.003
Si 13.696 5.74 21.404 -0.006 0.012 0.011
Si 6.789 4.181 21.548 0.019 0.007 0.01
Si 12.641 3.123 23.018 -0.029 0.009 -0.028
Si 7.948 5.554 12.512 -0.037 0.02 0.001
Si 13.453 1.569 25.499 0.034 -0.04 -0.024
Si 9.856 3.702 24.469 0.019 0.01 -0.013
Si 11.219 2.408 18.211 -0.003 0.004 0.022
Si 5.724 12.449 12.781 0.031 0.004 -0.015
Si 5.215 7.817 18.537 -0.021 0.001 -0.013
O 3.004 4.621 16.712 0.003 -0.003 -0.01
O 13.307 4.884 15.654 0.008 0.008 -0.012
O 1.804 6.639 15.366 -0.011 0.001 -0.02
O 0.196 10.617 17.708 -0.001 0.007 -0.013
O 2.447 2.133 17.525 -0.004 -0.007 -0.009
O 9.368 11.132 22.019 0.002 0.004 0.016
O 4.793 7.403 17.029 0.005 0.008 0.003
O 0.75 4.138 23.826 -0.009 0.01 0.002
O 12.378 1.626 15.22 0.01 -0.01 0.002
O 13.888 12.056 19.073 0.013 0.005 -0.009
O 7.608 2.778 21.741 0 0.002 0
O 7.753 0.255 22.834 0.006 0 0.022
O 12.082 9.655 16.482 0.002 -0.002 -0.01
O 5.605 9.384 18.449 0.008 0.004 -0.004
O 13.455 10.76 21.229 0.005 0 -0.004
O 10.761 9.946 14.223 0.015 0.012 -0.012
O 11.445 12.088 15.825 -0.001 0 -0.015
O 6.4 7.027 15.006 0.017 0.003 -0.011
O 10.508 8.136 18.159 0.003 -0.003 -0.008
O 12.486 6.796 21.676 0.019 -0.014 -0.002
O 3.228 3.266 24.035 0.019 -0.004 0.001
O 3.485 1.96 21.872 0.002 -0.013 0
O 2.172 9.717 19.324 -0.005 0.006 -0.005
O 1.947 6.441 23.331 0.002 -0.005 0.006
O 6.909 4.5 19.931 0.003 -0.002 -0.017
O 11.342 3.783 23.775 0.007 -0.01 0.011
O 11.695 12.613 20.456 0.007 -0.004 -0.008
O 1.606 9.369 14.454 -0.001 -0.015 -0.009
O 11.286 2.4 19.819 0 0.006 -0.015
O 11.885 11.293 23.196 0.01 0.001 0.018
O 1.65 4.596 21.393 0.004 -0.014 -0.022
O 2.966 4.477 14.13 -0.003 -0.001 -0.023
O 5.286 3.881 22.192 -0.007 -0.005 0.009
O 4.376 9.902 20.904 -0.005 0.004 0.002
O 11.889 10.266 19.096 0.008 0.003 -0.001
O 14.806 6.329 17.1 0 0.005 0.001
O 14.473 12.62 22.914 -0.005 -0.002 0.021
O 8.776 7.245 16.315 0.003 -0.007 -0.014
O 9.051 2.414 23.862 -0.001 -0.01 0.017
O 1.039 1.49 23.952 0.006 -0.021 -0.014
O 8.493 8.494 14.06 0 -0.007 -0.02
O 11.377 7.544 23.987 0.03 0.005 0.068
O 9.86 9.792 24.209 0.001 0.006 0.015
O 0.976 11.569 24.273 0.004 0.011 0.013
O 1.594 -0.059 21.999 0.003 0.003 0.007
O 3.718 8.351 23.857 0.004 -0.007 0.012
O 9.669 2.522 17.674 0.003 0.002 0.004
O 6.043 12.015 14.343 0.003 0.01 -0.012
O 9.108 5.139 24.199 -0.011 0.008 -0.005
O 13.246 4.236 21.952 0.008 0.002 0.01
O 6.784 4.791 17.228 0 -0.003 -0.011
O 3.185 4.02 19.262 -0.006 0 0.002
O 16.028 4.459 15.548 -0.01 0.011 -0.02
O 3.81 8.013 14.819 -0.009 -0.002 -0.01
O 8.14 7.705 23.806 -0.005 -0.011 0.012
O 5.247 11.829 19.194 -0.003 -0.003 -0.008
O 6.466 6.88 18.967 0.001 0.003 -0.002
O 14.071 5.985 19.797 0.008 0.004 -0.021
O 1.006 5.47 18.966 -0.001 0.004 -0.007
O 5.93 9.465 15.442 -0.007 0.013 -0.017
O 10.981 3.942 15.208 0.001 0.007 -0.01
O 9.78 10.578 17.536 -0.006 0.001 -0.005
O 16.347 2.78 19.549 -0.003 -0.005 -0.008
O 5.382 3.589 15.003 0.005 0 -0.014
O 7.235 11.077 17.513 0.01 0.004 -0.001
O 2.344 8.346 21.564 -0.001 0.003 -0.003
O 0.512 0.456 18.111 -0.002 -0.002 -0.013
O 2.587 0.688 19.735 -0.002 -0.003 -0.015
O 8.762 12.995 16.981 -0.005 -0.005 -0.006
O 11.072 5.981 16.87 0 0 -0.004
O 7.392 5.522 22.301 -0.011 -0.02 0.007
O 13.995 -0.245 16.539 0.014 0 -0.007
O 11.04 9.058 21.917 -0.002 0.003 0.015
O 7.318 2.35 16.367 0.003 0.002 -0.012
O 14.235 10.134 23.728 -0.013 0.012 0.013
O 13.145 11.074 14.206 0 0.004 -0.015
O 1.976 8.734 16.916 -0.012 0.007 0.001
O 3.949 7.675 19.559 0.005 0.005 -0.001
O 12.067 3.686 17.669 -0.001 -0.002 -0.001
O 8.877 5.898 18.533 0.005 -0.007 0.003
O 8.553 10.962 15.188 0.003 0.013 -0.012
O 8.336 5.774 14.082 -0.004 0.006 0
O 13.663 2.548 24.193 -0.002 -0.001 0.006
O 15.047 6.054 22.278 -0.009 -0.011 0.001
O 9.839 6.631 22.076 -0.002 -0.01 0.015
O 0.147 8.073 18.802 -0.008 -0.002 -0.006
O 11.922 1.012 17.725 0.006 -0.002 -0.016
O 12.256 1.794 22.158 -0.005 -0.009 0.007
O 6.687 11.237 21.297 -0.025 0 -0.003
O 7.402 10.391 23.631 0.013 0.004 0.017
O 5.403 1.788 23.863 -0.001 -0.007 0.027
O 4.233 -0.445 21.564 -0.001 -0.002 0.007
O 14.864 6.437 14.252 -0.002 0.004 -0.022
O 1.108 8.924 23.832 0.005 -0.007 0.006
O 4.959 2.96 17.53 -0.005 -0.002 -0.003
O 3.955 10.507 14.117 0.022 -0.001 -0.021
O 9.742 1.222 21.536 0.014 -0.007 0.003
O 2.088 -0.637 14.295 -0.001 0.001 -0.013
O 4.742 11.363 16.648 0.011 -0.002 -0.005
O 9.618 1.733 15.112 -0.012 -0.001 -0.005
O 7.85 13.336 27.923 -0.03 0.088 0.102
O 0.087 0.419 10.407 0.001 -0.018 -0.039
O 13.529 6.699 28.12 0.104 0.06 -0.038
O 4.552 15.9 12.421 0.016 0.01 0.002
O 2.806 3.622 10.573 -0.005 0.041 -0.05
O 2.285 5.265 26.997 -0.041 0.03 0.015
O 11.745 11.439 26.586 -0.025 0.081 0.002
O 4.096 1.31 10.243 0.068 0.141 0.056
O 14.171 7.547 12.011 -0.006 -0.043 -0.007
O -4.392 0.771 27.855 0.014 -0.017 -0.043
O -4.812 10.63 10.511 -0.051 -0.048 0.026
O 5.967 2.371 26.439 -0.033 -0.05 -0.027
O 9.188 8.455 11.019 0.06 -0.059 -0.026
O 5.651 6.735 28.107 0.073 0.039 -0.003
O 11.686 -3.888 26.362 -0.01 -0.051 -0.048
O 5.846 8.673 11.182 0.031 -0.03 0.002

Results
free energy: -257822.551 eV
free energy less fixed offsets of O -568.88, Si -635.61 eV per atom: -5.011 eV

The program warned: the cutoff lies below the one the program advises for these potential files; the forces do not sum to zero within the program's tolerance; the exchange-correlation potential is rough where the density is thin.
